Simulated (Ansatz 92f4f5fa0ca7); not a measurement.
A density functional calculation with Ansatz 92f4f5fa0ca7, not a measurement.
Periodic cell of 236 atoms, Si145O89B2, from a study of silicon, its oxide and their interface. The atomic structure is a simulated model.
Doubt: the cutoff is far below the 930 eV that the study's wrapper takes by default for these files, so forces and energies are approximate.
This geometry differs little from another in the collection (a relaxation step or a small displacement).

Settings
functional: PBE
potential files: Ansatz PAW
basis: plane waves
wave-function cutoff: 580 eV
density cutoff ratio: 5
exchange-correlation grid ratio: 1
k mesh: 1 x 1 x 1, Gamma-centred
self-consistency stop: 5e-08 eV per atom in the density residual
occupations: fixed
spin: none
net charge: 0

Cell vectors (angstrom)
a, 11.6015, 0, 0
b, 0, 10.938, 0
c, 0, 0, 32.0622

Atoms: element, x, y, z (angstrom)
Si, -0.1887, -0.0572, 23.2649
Si, 3.6786, 0.2098, 23.0862
Si, 7.5626, -0.1363, 23.4416
Si, 1.6958, 1.3834, 23.3988
Si, 5.7443, 1.4045, 23.1901
Si, 9.4493, 1.2328, 23.3569
Si, 0.1655, 5.3215, 23.4551
Si, 4.127, 5.3027, 23.397
Si, 8.0376, 5.6107, 23.5373
Si, 2.1644, 6.59, 23.3609
Si, 5.9732, 6.7724, 23.4769
Si, 10.0131, 6.8729, 23.5895
Si, 1.9092, 2.6673, 25.3719
Si, 5.8359, 2.6567, 25.2546
Si, 9.6356, 2.6911, 25.2581
Si, 11.6041, 4.0099, 25.38
Si, 3.898, 3.976, 25.3217
Si, 7.747, 4.0952, 25.3373
Si, 1.9775, 8.1551, 25.1869
Si, 5.7785, 8.1734, 25.36
Si, 9.7155, 8.2688, 25.4225
Si, 11.644, 9.5673, 25.2552
Si, 3.869, 9.5936, 25.0646
Si, 7.6949, 9.5238, 25.4044
Si, 11.6525, -0.0084, 27.2019
Si, 3.903, -0.0531, 27.1199
Si, 7.7613, -0.0128, 27.2813
Si, 1.9876, 1.3148, 27.2717
Si, 5.8299, 1.3238, 27.2061
Si, 9.6984, 1.3347, 27.2042
Si, 11.5956, 5.4717, 27.2345
Si, 3.8484, 5.424, 27.2154
Si, 7.7148, 5.4634, 27.2612
Si, 1.9398, 6.8301, 27.1762
Si, 5.7616, 6.8013, 27.2689
Si, 9.6581, 6.818, 27.2754
Si, 1.9457, 2.7245, 29.1714
Si, 5.7948, 2.7123, 29.1414
Si, 9.6823, 2.7242, 29.1421
Si, 0.0128, 4.0987, 29.1621
Si, 3.8676, 4.0894, 29.1673
Si, 7.7326, 4.079, 29.1729
Si, 1.9423, 8.1877, 29.1361
Si, 5.7927, 8.1947, 29.1748
Si, 9.6755, 8.2043, 29.1835
Si, 0.011, 9.565, 29.146
Si, 3.8721, 9.5678, 29.1216
Si, 7.7357, 9.5488, 29.1889
Si, 0, 0, 31.0965
Si, 3.8672, 0, 31.0965
Si, 7.7343, 0, 31.0965
Si, 1.9336, 1.3673, 31.0965
Si, 5.8008, 1.3673, 31.0965
Si, 9.6679, 1.3673, 31.0965
Si, 0, 5.469, 31.0965
Si, 3.8672, 5.469, 31.0965
Si, 7.7343, 5.469, 31.0965
Si, 1.9336, 6.8362, 31.0965
Si, 5.8008, 6.8362, 31.0965
Si, 9.6679, 6.8362, 31.0965
Si, 1.9336, 2.7345, 0.9679
Si, 5.8008, 2.7345, 0.9679
Si, 9.6679, 2.7345, 0.9679
Si, 0, 4.1018, 0.9679
Si, 3.8672, 4.1018, 0.9679
Si, 7.7343, 4.1018, 0.9679
Si, 1.9336, 8.2035, 0.9679
Si, 5.8008, 8.2035, 0.9679
Si, 9.6679, 8.2035, 0.9679
Si, 0, 9.5708, 0.9679
Si, 3.8672, 9.5708, 0.9679
Si, 7.7343, 9.5708, 0.9679
Si, 11.5947, 0.0039, 2.8878
Si, 3.8514, 0.0012, 2.9244
Si, 7.734, -0.0002, 2.8961
Si, 1.9231, 1.3592, 2.8828
Si, 5.8068, 1.3471, 2.8664
Si, 9.651, 1.3714, 2.9153
Si, 11.5675, 5.4902, 2.8759
Si, 3.8431, 5.4593, 2.9231
Si, 7.7, 5.5038, 2.9174
Si, 1.9132, 6.8205, 2.8808
Si, 5.7589, 6.8652, 2.9268
Si, 9.6394, 6.8649, 2.9338
Si, 1.865, 2.6764, 4.8738
Si, 5.8171, 2.7331, 4.7587
Si, 9.5891, 2.7914, 4.8253
Si, 11.5554, 4.0903, 4.7618
Si, 3.8581, 4.017, 4.8205
Si, 7.7116, 4.2016, 4.892
Si, 1.9242, 8.1476, 4.8277
Si, 5.7456, 8.2864, 4.8446
Si, 9.6335, 8.2653, 4.872
Si, 11.599, 9.5746, 4.8113
Si, 3.7782, 9.6072, 4.9001
Si, 7.702, 9.6457, 4.8761
Si, 11.6113, 0.2325, 6.6109
Si, 3.4595, 0.268, 6.721
Si, 7.6303, 0.0499, 6.8711
B, 1.7546, 1.1476, 6.1567
Si, 5.6119, 1.3644, 6.6802
Si, 9.6223, 1.5001, 6.8167
Si, 11.591, 5.4846, 6.6608
Si, 4.0249, 5.2928, 6.8134
Si, 7.7722, 5.6652, 6.8521
Si, 2.0505, 6.6088, 6.6747
Si, 5.8097, 6.9298, 6.7735
Si, 9.7998, 7.0294, 6.9026
O, 10.0434, 8.0471, 8.2294
O, 7.6229, 9.8962, 8.1568
O, 7.4429, 4.7475, 8.2173
O, 3.1325, 10.7165, 8.2891
O, 2.1085, 7.5845, 8.0074
O, 4.0981, 4.3267, 8.2005
O, 9.8144, 2.4403, 8.1986
O, 11.5356, 4.4863, 7.9828
O, 5.5998, 2.4507, 7.9271
O, 5.7949, 7.9036, 8.1381
O, 11.4699, 10.3419, 8.0461
O, 11.2719, 10.0896, 21.7894
O, 3.2522, 10.7408, 21.4981
O, 5.7857, 7.7726, 22.1548
O, 4.2292, 4.4524, 21.9499
O, 7.6979, 9.6807, 22.1861
O, 10.3275, 7.6681, 22.1659
O, 1.6292, 2.4143, 22.0969
O, 5.9604, 2.4445, 21.888
O, 8.4445, 4.7105, 22.1979
O, -0.0671, 4.4569, 22.0338
O, 2.351, 7.3734, 21.9148
O, 9.1352, 1.8846, 21.8587
Si, 1.9482, 7.8695, 9.5793
Si, 5.081, 0.6094, 17.6592
Si, 2.5605, 5.4405, 14.001
Si, 10.5457, 3.979, 13.9974
Si, 8.3297, 2.4137, 15.2514
Si, 9.5609, 2.2482, 20.3344
Si, 10.6163, 3.6309, 9.0055
Si, 0.0904, 2.3862, 11.5608
Si, 11.0836, 8.2074, 15.4044
Si, 5.2401, 6.9505, 14.0288
Si, 5.9669, 2.7211, 11.1501
Si, 8.5878, 7.6677, 19.3734
Si, 8.118, 4.8454, 20.6121
Si, 5.9878, 9.6276, 15.1702
Si, 2.124, 7.6521, 20.3316
Si, 1.9324, 4.9114, 18.7674
Si, 4.507, 3.4502, 18.0315
Si, 8.5422, 8.952, 16.8141
Si, 0.886, 9.5324, 13.2786
Si, 9.9785, 10.6997, 11.6642
Si, 5.3548, 3.7047, 21.0208
Si, 0.6256, 5.5677, 16.2281
Si, 10.844, 9.2325, 9.0553
Si, 6.582, 8.8942, 21.2833
Si, 7.1867, 7.2287, 11.4948
Si, 2.7434, 0.8231, 12.2694
Si, 10.8955, 8.6851, 21.0313
Si, 6.0833, 4.3578, 15.6951
Si, 7.1634, 0.5163, 12.9506
B, 4.8083, 3.2518, 8.7029
Si, 0.9607, 6.8012, 11.8886
Si, 6.4984, 9.0805, 9.0376
Si, 0.6752, 3.3038, 21.1327
Si, 9.8488, 6.6355, 12.8741
Si, 7.9018, 4.6331, 9.7806
Si, 4.0144, 10.083, 20.1968
Si, 4.351, 3.0729, 13.5572
Si, 3.7955, 10.2113, 9.6948
Si, 8.0987, 0.8032, 18.0081
O, 11.4783, 3.3852, 12.8151
O, 9.5288, 4.5876, 9.7788
O, 8.806, 3.6009, 19.8462
O, 4.1023, -0.0719, 18.7758
O, 11.3213, 4.6418, 15.2591
O, 9.913, 9.9239, 10.2156
O, 3.8581, 1.5621, 13.2051
O, 0.6809, 9.1591, 14.8531
O, 6.5174, 1.0485, 18.3319
O, 4.7438, 3.1536, 19.6231
O, 6.3526, 1.2249, 11.7096
O, 0.55, 8.6647, 9.8365
O, 5.6828, 4.3279, 17.2865
O, 8.549, 7.4189, 12.3425
O, 4.7614, 2.939, 10.0497
O, 2.1182, 5.6372, 15.5551
O, 3.4797, 0.2278, 10.9547
O, 5.994, 7.1876, 12.5984
O, 2.3077, 6.3734, 19.3592
O, 0.6715, 4.9588, 17.7356
O, 8.4951, 10.7256, 12.3436
O, 5.3998, 10.1983, 9.4624
O, 0.6084, 8.2131, 20.1957
O, 9.7892, 2.6951, 14.6275
O, 2.0543, 10.6453, 13.2193
O, 10.0053, 9.1501, 16.1503
O, 6.2167, 10.3708, 13.7285
O, 7.5094, 1.6142, 14.1023
O, 1.6388, 3.9446, 20.0188
O, 5.9621, 5.8326, 14.9975
O, 7.4132, 8.9848, 15.6535
O, 1.5816, 1.7906, 11.7059
O, 7.0664, 8.4511, 10.4256
O, 4.328, 2.0053, 17.2803
O, 7.3438, 3.2782, 10.4815
O, 11.6478, 7.078, 16.42
O, 8.2706, 10.1518, 17.844
O, 3.2461, 8.7208, 10.0542
O, 7.6223, 3.8483, 15.5648
O, 3.1591, 4.3242, 17.8972
O, 2.9813, 3.922, 13.6521
O, 1.4311, 8.2506, 12.455
O, 1.2933, 5.7209, 13.0381
O, 5.0383, 8.3426, 14.8595
O, 11.1813, 2.4015, 20.3284
O, 11.0473, 9.9909, 12.6668
O, 5.4191, 3.5909, 12.4261
O, 5.1174, 3.2525, 14.9735
O, 6.4865, 4.7975, 20.5466
O, 8.5021, 1.5608, 16.6246
O, 10.4858, 1.2947, 11.48
O, 10.9526, 6.6863, 11.6671
O, 3.2651, 8.6937, 19.8381
O, 1.8011, 6.5269, 10.5097
O, 7.1739, 8.193, 19.9609
O, 8.51, 7.5997, 17.7393
O, 3.7556, 6.4538, 13.6311
O, 9.5394, 5.0926, 13.3254
O, 5.5398, 9.9974, 20.7444
O, 10.3801, 7.4483, 14.1611
O, 8.7832, 6.1587, 19.9373
O, 7.2743, 5.8588, 10.6292
O, 5.3336, 10.5944, 16.3351
O, 9.0848, 1.1485, 19.2473
O, 11.6741, 3.1224, 10.1156
O, 9.748, 8.7055, 19.8741

Results
free energy: -143103.305 eV
free energy less fixed offsets of B -154.04, O -568.88, Si -635.61 eV per atom: -1.455 eV

Forces (eV/angstrom), in the order of the atoms: element, x, y, z
Si, 0, 0.0004, 0.0011
Si, 0.0023, 0.0022, -0.0025
Si, 0.0004, 0.001, -0.0001
Si, 0.0003, -0.0006, 0
Si, 0.0005, -0.0012, 0.0015
Si, 0.0023, -0.0003, -0.001
Si, -0.0013, 0.0014, -0.0014
Si, 0.0028, 0.0008, -0.0008
Si, 0.0008, 0.0006, 0.0007
Si, 0.0016, 0.001, 0.0001
Si, -0.0005, -0.0005, -0.0009
Si, 0.0022, 0.0004, 0.0007
Si, 0.0012, 0.0007, 0.0003
Si, 0.0005, 0.0004, -0.0009
Si, -0.0002, -0.0009, -0.0012
Si, 0.0001, 0.0006, 0.0007
Si, -0.0003, 0, -0.0001
Si, -0.0001, 0.0009, 0.0022
Si, 0.0003, 0.0003, 0.0018
Si, -0.0004, 0.0005, 0.0003
Si, -0.0001, -0.0002, 0.0003
Si, 0.0003, 0.0017, -0.0012
Si, 0.0001, -0.0002, -0.0016
Si, 0.0004, 0.0005, -0.0004
Si, -0.0004, -0.0016, 0.0001
Si, 0.0008, 0.0003, -0.0015
Si, 0.0009, -0.0009, 0.0006
Si, 0.0004, 0.0002, 0.0012
Si, -0.0001, 0, -0.0003
Si, 0.0013, 0.0014, -0.0008
Si, 0.0013, 0.0004, 0
Si, -0.0002, 0.0013, 0.0006
Si, 0.0005, -0.0003, 0
Si, 0.0001, -0.001, -0.0008
Si, 0.0015, 0.0002, 0.0009
Si, -0.0008, 0.0007, 0.0013
Si, -0.0023, 0.0011, 0
Si, 0.0008, 0.0005, 0.002
Si, -0.0011, -0.0004, 0.0018
Si, 0.0025, 0.0002, -0.0013
Si, 0.0023, 0.0002, -0.0014
Si, 0.0014, 0.0005, -0.0031
Si, 0.0013, -0.0014, 0.0002
Si, 0.003, -0.0006, -0.0034
Si, 0.0018, -0.0018, -0.0033
Si, 0.0004, 0.0033, 0.0014
Si, -0.0015, 0.0022, 0.0036
Si, -0.0012, 0.001, -0.0007
Si, 0.0358, -0.0193, -0.0962
Si, -0.0258, 0.0387, -0.2089
Si, -0.0393, 0.0296, 0.0879
Si, -0.0173, -0.0909, 0.0601
Si, -0.0116, -0.0215, -0.0922
Si, 0.0039, -0.0519, -0.1002
Si, 0.0111, -0.031, -0.0085
Si, 0.019, 0.0361, 0.0038
Si, -0.0047, -0.0232, 0.0083
Si, 0.0116, -0.0177, -0.1319
Si, -0.0343, -0.0904, 0.1019
Si, 0.0438, -0.1214, 0.1242
Si, 0.0019, 0.0908, -0.0105
Si, -0.0297, 0.0145, -0.1504
Si, 0.0213, 0.0281, 0.0901
Si, -0.0643, 0.0372, -0.1178
Si, 0.0107, 0.0142, 0.0748
Si, -0.0386, 0.1126, 0.2024
Si, 0.0129, 0.0333, -0.0491
Si, -0.0606, -0.0019, 0.0544
Si, -0.0433, 0.0219, 0.1112
Si, -0.0466, -0.0174, -0.0975
Si, -0.0059, -0.0317, 0.0951
Si, 0.0469, -0.0549, 0.0417
Si, 0.0019, -0.0002, -0.0005
Si, 0.0024, 0.0044, -0.0044
Si, -0.003, -0.0018, -0.0029
Si, 0.0014, -0.0166, -0.0177
Si, 0.0012, 0.0008, -0.0052
Si, 0.0003, 0.0007, 0.0006
Si, -0.0012, -0.002, -0.0027
Si, 0.0002, -0.0024, -0.004
Si, 0.0038, -0.0025, 0.0025
Si, 0.0043, 0.0038, -0.0042
Si, -0.004, 0.0028, 0.0041
Si, 0, -0.0017, 0.0041
Si, -0.0087, 0.0407, -0.0065
Si, 0.0066, -0.0102, 0.0071
Si, -0.004, -0.0079, 0.0038
Si, 0.0048, -0.0001, 0.0011
Si, 0.0023, -0.0022, -0.0102
Si, 0.0003, 0.0066, -0.003
Si, -0.0003, -0.0027, 0.0056
Si, -0.0014, 0.0051, -0.004
Si, 0.006, 0.0061, -0.001
Si, -0.0093, -0.007, 0.0028
Si, 0.0003, -0.0021, 0.0044
Si, 0.0004, -0.0052, 0.0036
Si, 0.0099, -0.0357, 0.0181
Si, 0.0116, -0.0312, 0.0359
Si, 0.0042, -0.0235, -0.0061
B, -0.0197, 0.001, 0.0187
Si, -0.0066, 0.0297, -0.0084
Si, 0, 0.0288, -0.0056
Si, 0.0126, -0.0104, -0.0024
Si, -0.0037, -0.0016, 0.0125
Si, 0.0087, -0.007, 0.0006
Si, -0.0074, 0.016, -0.0044
Si, 0.0039, 0.0111, -0.0016
Si, -0.0046, 0.0134, -0.0113
O, 0.0013, -0.0002, 0.007
O, 0.0024, 0.0055, 0.0012
O, -0.0023, -0.0001, 0.0022
O, 0.0096, 0.004, -0.018
O, 0.0036, -0.0033, 0.0044
O, 0.0009, 0.0066, -0.0063
O, -0.0023, -0.0082, -0.0018
O, -0.0027, -0.0041, 0.0037
O, 0.0019, -0.0064, -0.0022
O, 0.0004, -0.0031, 0.001
O, 0.0012, 0.0013, -0.0078
O, 0.0011, 0.0005, 0
O, 0.0011, 0.0007, 0.0015
O, 0.0003, 0, 0.0008
O, 0.0003, 0.0003, 0.0007
O, 0.0016, 0.0003, 0.0002
O, 0.0001, -0.0004, 0.0004
O, 0.0014, -0.0005, 0.0007
O, 0.0012, 0.0008, 0.0003
O, 0.001, 0.001, 0.0004
O, 0.0016, 0.0008, 0.0004
O, 0.0014, 0.0002, 0.0035
O, 0.0008, -0.0012, 0.0001
Si, 0.0012, -0.0016, 0.0032
Si, 0.0028, 0.0001, -0.0013
Si, 0.0015, -0.0005, 0
Si, 0.0021, 0.0009, 0
Si, -0.0003, 0.0009, 0.0011
Si, 0.0014, -0.0005, -0.0026
Si, 0.0067, 0.0027, 0.0053
Si, 0.0045, 0, 0.0001
Si, 0.0005, 0, -0.001
Si, 0.0008, 0.0014, 0.0017
Si, 0.0011, -0.0015, 0.0052
Si, 0.0006, 0.0011, -0.0023
Si, 0.0012, 0.0001, -0.002
Si, 0.0018, 0.0013, -0.0007
Si, 0.0007, 0.0007, -0.0027
Si, 0.0008, 0.0005, -0.0017
Si, 0.0021, 0.0004, -0.0015
Si, 0.0009, 0.003, -0.0034
Si, 0.003, 0.0018, -0.0028
Si, 0.0019, 0.0016, 0.0048
Si, 0.0007, -0.0008, -0.0021
Si, 0.0017, 0.0019, -0.001
Si, 0.0168, 0.0132, -0.0028
Si, -0.0002, 0.0012, -0.0007
Si, 0.0014, 0.003, 0.0038
Si, -0.002, 0.0016, 0.001
Si, 0.001, 0.0008, -0.0011
Si, 0.0016, 0.0005, -0.0006
Si, 0.0007, 0.0004, 0.0026
B, 0.0012, -0.0034, 0.0061
Si, 0.0022, 0.0028, -0.0011
Si, -0.0042, 0.0027, 0.0086
Si, -0.0001, 0.0003, -0.0006
Si, 0.0043, 0.0036, 0.0001
Si, 0.0025, -0.0008, 0.0018
Si, 0.0025, 0.0012, -0.0015
Si, 0.0007, 0.001, 0.0014
Si, -0.0063, 0.0055, -0.0041
Si, -0.0008, -0.0017, -0.0008
O, 0.0006, 0.0014, -0.0001
O, 0.0003, 0.0008, -0.0029
O, 0.0004, -0.0001, 0.0006
O, 0.0009, 0.0001, 0.0013
O, 0.0018, 0.0015, -0.0004
O, 0.0033, -0.0032, -0.0087
O, 0.0014, 0.0006, -0.0002
O, 0.0018, 0.002, 0.0013
O, 0.0034, 0.0015, -0.0011
O, 0.0013, 0.0003, 0.0014
O, -0.0003, 0.003, -0.0016
O, -0.0086, 0.0005, -0.0035
O, 0.0003, 0.0003, 0.0011
O, 0.0015, 0.0006, -0.0003
O, 0.003, 0.0026, -0.005
O, 0.0011, 0.0008, 0.0006
O, 0.0021, -0.0036, -0.0054
O, 0.0035, 0.0007, -0.002
O, 0.002, 0.0017, 0.0011
O, 0.0017, 0.0013, 0.0011
O, 0.0019, 0.0006, -0.0002
O, 0.004, -0.0014, -0.0039
O, 0.0015, -0.0008, 0.0007
O, 0.001, 0.0009, 0.0008
O, -0.0005, 0.0013, -0.0018
O, -0.0016, -0.0004, 0.0019
O, 0.0017, 0.0014, 0.0001
O, 0.0025, 0.0017, 0.0009
O, 0.0005, 0.0003, 0.0015
O, 0.0024, 0.0005, 0.0003
O, 0.0057, 0.001, 0.0038
O, 0.0007, 0.0003, 0.0001
O, 0.0008, 0.002, -0.0044
O, 0.002, 0.0009, 0.0007
O, 0.0028, 0.0021, -0.0015
O, 0.0018, 0.0016, 0.0003
O, 0.0003, 0.0023, -0.001
O, -0.0039, 0.001, -0.0013
O, 0.0025, -0.0016, 0.0008
O, 0.0009, 0.0008, 0.0012
O, 0.0003, 0.0029, 0.001
O, -0.0007, 0.0027, 0.0019
O, 0.0015, 0.0024, 0.0027
O, 0.0022, 0.0002, 0.0006
O, 0.0019, 0.0011, 0.0005
O, 0.0023, 0.0006, 0.0003
O, 0.0023, 0.0015, -0.0012
O, 0.0028, 0.001, 0.001
O, 0.0013, 0.0009, 0.0007
O, 0.0001, -0.0003, 0.0005
O, 0.0032, 0.0013, 0.0018
O, -0.0035, -0.0006, 0.0021
O, -0.0001, 0.0011, 0.0005
O, 0.0029, 0.0063, -0.0023
O, 0.0014, -0.0004, 0.0008
O, 0.0017, 0.0013, 0.0007
O, 0.0017, 0.0007, 0.0014
O, 0.0001, 0.0014, 0.0016
O, 0.0012, -0.0007, 0.0007
O, 0, 0.0009, 0.0024
O, 0.0007, -0.0008, 0.0009
O, 0.0006, 0.0002, -0.0003
O, 0.0011, 0.0016, 0.001
O, 0.0026, 0.0018, -0.0001
O, -0.001, 0.0015, -0.0041
O, 0.0013, 0.0002, 0.0008

The program warned: the cutoff lies below the one the program advises for these potential files; the exchange-correlation potential is rough where the density is thin.
